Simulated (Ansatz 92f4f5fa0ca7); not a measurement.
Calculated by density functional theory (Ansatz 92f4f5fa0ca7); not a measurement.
Periodic cell of 159 atoms, Si96O61N2, from a study of silicon, its oxide and their interface. The atomic structure is a simulated model.

Settings: functional r2SCAN; potential files Ansatz norm-conserving; basis plane waves; wave-function cutoff 1300 eV; density cutoff ratio 4; exchange-correlation grid ratio 1; k mesh 2 x 2 x 1, shifted by 0.5 0.5 0.5 of a step; self-consistency stop 5e-08 eV per atom in the density residual; occupations Fermi-Dirac, 0.05 eV; spin none; net charge 0.

Cell vectors (angstrom)
a	10.88	0	0
b	0	10.88	0
c	0	0	22.9304

Atoms: element, x, y, z (angstrom)
Si	-0.6576	0.7805	-0.2454
Si	2.5678	2.9676	0.1647
Si	0.3645	5.1296	-0.1422
Si	3.7138	7.0497	-1.0152
Si	5.4323	-2.1713	-0.9636
Si	7.9093	2.7748	0.1609
Si	5.8181	4.9695	-0.0282
Si	7.9581	8.4083	-0.7029
Si	1.0528	1.4585	1.2011
Si	4.2216	4.0942	1.4643
Si	1.4275	6.6216	1.2063
Si	4.7724	9.8378	1.0873
Si	6.6169	1.377	1.5662
Si	9.6021	3.9623	1.2248
Si	7.0661	6.412	1.0985
Si	9.3078	9.8926	0.768
Si	-0.0722	2.7	2.7442
Si	2.9942	0.2626	2.3009
Si	-0.2395	8.1782	2.327
Si	2.675	5.4743	2.8774
Si	5.2499	2.6253	2.787
Si	8.2663	-0.0378	2.7375
Si	5.3254	8.1006	2.6378
Si	8.2899	5.0895	2.6934
Si	1.1205	4.0263	4.0758
Si	3.8949	1.2403	4.0657
Si	1.4551	9.5056	3.6286
Si	3.8507	6.8895	4.0478
Si	6.9324	3.857	4.1497
Si	9.4884	1.2433	4.2198
Si	6.4615	9.665	3.8981
Si	9.5422	6.6764	4.0481
Si	0.2532	-0.2876	5.4628
Si	2.6006	2.5926	5.2853
Si	-0.0823	5.2705	5.5415
Si	2.5129	8.3011	5.3025
Si	5.3569	-0.0047	5.4968
Si	8.1924	2.7242	5.6234
Si	5.2701	5.4056	5.2785
Si	8.1184	8.1806	5.3745
Si	1.3832	1.2879	6.7847
Si	3.8677	4.0818	6.4041
Si	1.2948	6.9718	6.5494
Si	4.0076	9.5961	6.8598
Si	6.9988	1.3947	7.0272
Si	9.3223	4.2635	7.2429
Si	6.7616	6.8345	6.5836
Si	9.5646	9.4716	6.7148
Si	0.0819	2.7449	8.2811
Si	2.4041	-0.2451	8.3625
Si	0.1726	7.9831	8.2223
Si	2.9036	5.3721	8.0063
Si	5.3835	2.8534	7.9592
Si	8.5095	-0.1562	8.4268
Si	5.4033	8.2687	8.0909
Si	7.9118	5.7673	8.2573
Si	1.6841	4.1566	9.5358
Si	4.027	1.3163	9.0472
Si	1.2683	9.03	9.9395
Si	4.271	6.685	9.2606
Si	5.8474	3.6272	10.1073
Si	6.4252	0.4649	13.2541
Si	6.8034	9.469	9.5553
Si	9.3371	6.7919	9.6204
Si	-0.5999	0.8563	9.948
Si	3.2016	2.7083	10.7695
Si	-0.4657	5.394	11.2786
Si	3.1975	8.1972	10.7702
Si	5.1515	-0.045	10.6302
Si	8.5361	2.7801	11.5147
Si	6.3186	5.8796	10.162
Si	8.0838	8.1571	10.9261
Si	10.3854	8.4318	12.5936
Si	1.1421	9.9258	17.7136
Si	2.6474	-2.0907	13.6353
Si	-0.0641	11.3591	14.4755
Si	13.5853	5.4986	17.3726
Si	1.8366	0.6228	12.1569
Si	8.4681	10.7883	12.5591
Si	11.6115	9.1197	14.7879
Si	-4.1806	-1.2907	17.8848
Si	-2.7219	1.1781	18.5041
Si	-0.73	10.2728	19.8607
Si	4.5805	3.5268	16.1407
Si	-5.4393	2.2693	18.6813
Si	5.0155	-1.4801	15.305
Si	8.2769	7.7928	19.9048
Si	6.9944	2.574	14.2887
Si	-0.5916	5.5815	19.9193
Si	9.5422	2.5905	16.2034
Si	3.1261	7.9845	19.161
Si	1.3639	3.4972	19.1996
Si	3.3434	1.6712	20.4641
Si	3.4707	0.9301	16.7564
Si	4.4264	9.6018	20.08
Si	0.0162	4.7554	17.145
O	-0.1162	-0.077	21.2835
O	4.7466	-5.2449	21.8389
O	5.6585	10.1919	19.0095
O	3.4327	1.9499	22.1142
O	2.7844	7.205	23.291
O	-0.2801	5.9466	-1.4432
O	-0.033	3.9098	20.0248
O	-2.2058	6.1514	19.8394
O	6.8006	-3.459	25.2045
O	12.4824	3.959	-0.5785
O	6.819	3.7856	22.1828
O	9.236	2.0805	-0.7729
O	5.9962	11.0046	0.6769
O	1.7342	8.7574	18.65
O	-8.8881	2.1412	19.68
O	8.3378	7.0683	23.199
O	-1.6056	0.3305	14.008
O	-1.6258	-8.8201	17.7806
O	3.0007	1.941	12.1773
O	-1.2088	4.0045	11.4913
O	0.9252	11.6644	10.8368
O	2.8924	7.6728	12.2577
O	-3.6909	13.6296	10.4312
O	1.0774	5.0915	10.9348
O	4.3787	-1.5954	10.8515
N	9.1504	1.1222	11.2767
O	9.6987	4.2806	16.2354
O	4.77	3.5093	11.3025
O	7.1558	6.6982	11.3458
N	8.7461	9.1022	12.1561
O	6.0213	-0.8005	14.188
O	7.0128	2.1107	19.1575
O	-2.7265	2.417	15.4529
O	7.7011	14.1699	12.8466
O	3.9895	8.4545	14.5115
O	-11.063	10.6012	18.384
O	3.923	4.8872	16.5823
O	0.7387	8.9333	16.3794
O	-0.4383	6.8505	12.3314
O	1.414	5.4409	16.5175
O	0.9484	1.0002	13.4565
O	13.3889	-0.7797	12.6987
O	13.223	4.7306	18.8029
O	16.345	11.5019	12.0706
O	11.1619	-1.6979	11.3666
O	5.5596	3.442	17.538
O	9.6641	-2.0911	19.9151
O	-0.1543	5.6811	18.3856
O	2.1926	0.1145	17.3881
O	4.5879	1.1432	17.9552
O	3.4854	0.0449	20.2867
O	-5.0572	8.8205	16.5495
O	0.7177	3.4014	17.6984
O	4.1066	-0.121	15.8011
O	3.555	6.8899	18.0419
O	4.5934	2.5961	20.0213
O	-5.339	3.2605	14.8813
O	-0.1192	1.8983	15.453
O	3.4237	2.3708	16.1353
O	8.7179	11.318	19.8669
O	-3.1242	10.6797	17.3633
O	13.6786	7.0855	20.4985
O	7.5083	8.2647	18.525

Results
free energy: -40171.004 eV
free energy less fixed offsets of N -289.75, O -463.61, Si -117.95 eV per atom: 11.906 eV
pressure: -1.57 GPa
stress xx, yy, zz, yz, xz, xy (GPa, positive in tension): 1.57, 1.03, 2.09, 0.69, 1.04, -0.82

Forces (eV/angstrom), in the order of the atoms: element, x, y, z
Si	0.0927	0.5936	-3.0118
Si	1.2431	-2.0505	1.2954
Si	0.2406	-1.4261	-0.5797
Si	1.4086	-1.2225	-0.2054
Si	-0.9716	0.1725	1.1107
Si	0.6695	0.4695	-1.4261
Si	-1.4	-1.2685	-1.5997
Si	-0.9382	-0.5631	0.2097
Si	2.1324	0.1659	0.5201
Si	-1.3679	0.4239	0.2387
Si	0.3343	0.9254	0.7549
Si	0.5995	0.6332	-1.1233
Si	2.1028	-1.2666	-0.5247
Si	0.1062	0.3525	0.1778
Si	3.4789	-1.9516	0.1622
Si	-0.9157	-1.7796	1.776
Si	-1.288	-1.4489	-0.0924
Si	-2.2575	-2.4599	-1.0869
Si	1.3877	-0.0103	-0.2595
Si	-1.2448	-1.7509	-1.647
Si	0.807	0.4395	1.879
Si	-2.0111	0.5685	-0.5654
Si	-0.236	1.5421	0.7265
Si	-0.0312	0.9592	0.3322
Si	2.0185	0.0597	0.2549
Si	1.6652	0.4805	0.6602
Si	-0.528	0.6273	-0.367
Si	1.7211	0.5306	0.7862
Si	-1.9898	0.8437	-1.0174
Si	1.4952	0.3095	0.4292
Si	2.15	-0.6416	1.2818
Si	-0.9684	0.5574	-0.6348
Si	-1.0292	1.7003	-1.5993
Si	-1.3551	0.3511	0.1311
Si	-0.5818	1.6319	0.7711
Si	2.0718	0.9797	-0.3955
Si	0.4699	1.2848	0.5176
Si	1.1445	-0.3168	0.6136
Si	2.0396	0.8601	-0.8536
Si	-0.0749	0.4112	-1.6469
Si	-0.5568	-0.2735	0.9314
Si	1.2217	-1.0462	1.8172
Si	0.21	-2.9627	1.5803
Si	-1.5197	-0.4606	-0.414
Si	-0.6387	-0.8007	0.0757
Si	0.7543	-1.6321	-1.4178
Si	-1.265	0.3327	0.665
Si	0.403	-0.94	1.3218
Si	-0.1002	-0.2349	1.0214
Si	0.6209	0.8479	-0.7008
Si	-2.5961	0.1719	0.3561
Si	-1.2891	1.213	-0.7913
Si	-0.471	-0.2726	-0.8283
Si	-0.2737	-0.1172	-0.7032
Si	0.912	-0.5924	-1.2098
Si	-1.1762	-0.2826	0.0653
Si	-0.6196	-0.3584	2.2283
Si	-0.5661	-0.6254	1.3905
Si	-0.5833	0.4213	0.0911
Si	0.3881	0.5916	1.1183
Si	1.4198	1.2861	0.9081
Si	1.7467	0.2381	3.511
Si	0.2961	1.2167	-0.2201
Si	2.7904	0.3425	-0.7806
Si	0.0026	1.5238	0.3811
Si	2.8811	1.4779	-0.4657
Si	-0.1666	3.7877	-0.9637
Si	0.7932	-1.1676	-0.32
Si	-0.0206	-2.2642	-1.3208
Si	-2.1747	0.0746	-0.3979
Si	0.3077	-0.7201	-0.5286
Si	-1.9374	-1.5415	-0.4113
Si	-0.68	0.0396	0.1513
Si	-1.9144	-3.5288	-0.7769
Si	1.5759	-2.4813	-2.6551
Si	-1.4226	0.4971	2.633
Si	3.0157	1.6395	4.0709
Si	1.1105	2.1807	2.1668
Si	2.0714	0.5958	-0.6211
Si	-1.3522	1.3085	-1.1516
Si	-1.3615	-2.5519	-0.3989
Si	0.3486	-2.5222	1.0612
Si	-3.5803	3.9088	1.4392
Si	2.1001	-0.9766	2.4725
Si	1.4978	2.3351	-0.5221
Si	0.0295	3.3476	-0.3775
Si	1.5887	0.1815	-0.1986
Si	-0.4162	-0.2911	-1.2719
Si	-2.049	-3.311	1.5169
Si	-0.6724	0.8675	2.1115
Si	-1.5783	-0.8709	-0.8116
Si	-2.9983	1.9477	-1.4277
Si	0.8097	-0.643	2.2044
Si	1.0707	-1.2792	2.3691
Si	2.5742	1.9976	-1.3069
Si	3.4181	-0.9215	-0.8927
O	0.5074	0.4212	0.053
O	-1.5173	1.0215	-0.137
O	0.372	-1.9621	0.2013
O	-1.2912	0.2346	-1.5093
O	0.1479	-0.2427	-1.3521
O	0.9809	0.222	-0.5599
O	0.5539	1.6134	0.5065
O	1.4672	1.2657	-0.1221
O	-2.0711	1.5895	0.7622
O	-2.4073	3.1966	-1.2674
O	0.284	0.4786	1.5499
O	-0.5834	-1.6534	1.2001
O	-1.4229	-0.7195	0.7572
O	0.7123	-0.2789	1.1207
O	0.9652	-0.9526	1.0152
O	-0.7921	0.4762	-1.1455
O	-0.5462	-0.8693	-1.7776
O	0.5034	0.7651	-2.4126
O	-2.9336	-2.9305	-0.0421
O	-0.9861	-1.6972	0.0896
O	-0.3232	-0.3057	-0.8981
O	-0.8688	0.6846	3.1071
O	2.5448	-0.1398	0.7227
O	0.4569	-0.6673	-1.5294
O	0.9	2.6231	0.2099
N	-0.5455	0.7754	1.5686
O	-0.0704	-0.8302	-0.3488
O	-3.1004	-1.3405	-1.0849
O	0.0189	1.2352	-0.0919
N	1.2715	0.2261	1.6797
O	-0.5253	-0.7257	0.8653
O	-1.6153	-0.9703	-1.1643
O	-2.1224	0.3874	-1.3537
O	-0.5213	-1.413	2.7004
O	-0.2662	0.0602	0.1652
O	1.8716	-0.5283	-0.2241
O	-0.2844	0.7635	-2.0379
O	-0.0957	0.36	1.8614
O	-0.1457	-3.0846	-0.2208
O	-2.6047	1.0223	-2.0739
O	1.6826	1.3994	-3.0725
O	0.3531	2.1257	-1.1072
O	1.3754	-0.0106	0.7189
O	-2.5744	0.3332	-2.6115
O	1.3095	0.241	-1.4608
O	-0.8422	-1.1274	-0.7578
O	-0.3482	-2.673	-0.1913
O	-1.1807	3.358	1.0134
O	1.7424	3.0675	-1.0944
O	-1.3405	-0.7315	-0.8171
O	-0.2541	0.7122	0.1809
O	1.1861	1.1164	1.9421
O	-0.625	-1.7845	-0.4468
O	1.2712	-2.5997	-2.011
O	-1.8585	-0.8076	-1.4024
O	0.0732	-0.232	-0.5723
O	1.7311	0.3766	-0.8032
O	-0.0318	-1.9888	-0.2273
O	-0.912	1.25	-0.8688
O	1.577	-1.5419	-1.5022
O	-0.3039	2.5381	1.7397
O	0.4181	0.1035	2.0047
O	-0.5324	0.3437	0.7892
